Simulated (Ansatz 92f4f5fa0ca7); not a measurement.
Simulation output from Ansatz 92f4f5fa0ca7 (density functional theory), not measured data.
Periodic cell of 223 atoms, Si133O90, from a study of silicon, its oxide and their interface. The atomic structure is a simulated model.
Doubt: the cutoff is far below the 930 eV that the study's wrapper takes by default for these files, so forces and energies are approximate.
This geometry differs little from another in the collection (a relaxation step or a small displacement).

Settings: functional PBE; potential files Ansatz PAW; basis plane waves; wave-function cutoff 580 eV; density cutoff ratio 5; exchange-correlation grid ratio 1; k mesh 1 x 1 x 1, Gamma-centred; self-consistency stop 5e-08 eV per atom in the density residual; occupations fixed; spin none; net charge 0.

Cell vectors (angstrom)
a	10.938	0	0
b	0	10.938	0
c	0	0	32.339

Atoms: element, x, y, z (angstrom)
Si	0.4663	-0.5529	24.7748
Si	5.5613	-0.2779	24.9279
Si	2.5769	2.9483	24.9495
Si	8.0612	2.9627	24.6829
Si	0.3491	5.2312	24.8452
Si	4.8493	6.0221	24.835
Si	2.713	8.2336	25.3219
Si	7.9484	8.5584	24.7237
Si	1.3749	1.2731	26.0987
Si	6.786	1.4479	26.0428
Si	4.0687	4.2228	26.2168
Si	9.5631	4.1297	26.0945
Si	1.2786	6.7793	26.3642
Si	6.7748	6.8927	26.0125
Si	4.171	9.5971	26.4697
Si	9.5856	9.579	26.1024
Si	2.7159	0.0535	27.6147
Si	8.1998	0.0638	27.4721
Si	-0.0161	2.6994	27.4853
Si	5.4572	2.7765	27.5135
Si	2.7117	5.4685	27.6496
Si	8.1709	5.506	27.463
Si	-0.0855	8.2241	27.5859
Si	5.5434	8.1471	27.6211
Si	4.1018	1.3673	28.9208
Si	9.5708	1.3673	28.9208
Si	1.3673	4.1018	28.9208
Si	6.8362	4.1018	28.9208
Si	4.1018	6.8362	28.9208
Si	9.5708	6.8362	28.9208
Si	1.3673	9.5708	28.9208
Si	6.8362	9.5708	28.9208
Si	0	0	30.288
Si	5.469	0	30.288
Si	2.7345	2.7345	30.288
Si	8.2035	2.7345	30.288
Si	0	5.469	30.288
Si	5.469	5.469	30.288
Si	2.7345	8.2035	30.288
Si	8.2035	8.2035	30.288
Si	1.3673	1.3673	31.6553
Si	6.8362	1.3673	31.6553
Si	4.1018	4.1018	31.6553
Si	9.5708	4.1018	31.6553
Si	1.3673	6.8362	31.6553
Si	6.8362	6.8362	31.6553
Si	4.1018	9.5708	31.6553
Si	9.5708	9.5708	31.6553
Si	2.7345	0	0.6835
Si	8.2035	0	0.6835
Si	0	2.7345	0.6835
Si	5.469	2.7345	0.6835
Si	2.7345	5.469	0.6835
Si	8.2035	5.469	0.6835
Si	0	8.2035	0.6835
Si	5.469	8.2035	0.6835
Si	4.1018	1.3673	2.0507
Si	9.5708	1.3673	2.0507
Si	1.3673	4.1018	2.0507
Si	6.8362	4.1018	2.0507
Si	4.1018	6.8362	2.0507
Si	9.5708	6.8362	2.0507
Si	1.3673	9.5708	2.0507
Si	6.8362	9.5708	2.0507
Si	0	0	3.418
Si	5.469	0	3.418
Si	2.7345	2.7345	3.418
Si	8.2035	2.7345	3.418
Si	0	5.469	3.418
Si	5.469	5.469	3.418
Si	2.7345	8.2035	3.418
Si	8.2035	8.2035	3.418
Si	1.3009	1.4195	4.7235
Si	6.8914	1.3504	4.8852
Si	4.1986	4.013	4.7151
Si	9.5413	4.1015	4.8631
Si	1.3457	6.8487	4.7896
Si	6.862	6.7929	4.7446
Si	4.1257	9.5636	4.7273
Si	9.624	9.538	4.842
Si	2.8406	0.1623	5.9395
Si	8.2218	-0.1121	6.2876
Si	-0.0667	2.653	6.2276
Si	5.5975	2.8355	6.267
Si	2.7134	5.3224	5.9041
Si	8.2237	5.5545	6.2624
Si	0.1328	8.2495	6.3238
Si	5.4118	8.0962	6.0269
Si	3.8591	1.7322	7.3552
Si	9.9523	0.9096	7.6033
Si	1.586	3.8811	7.3489
Si	6.5593	4.5564	7.6805
Si	4.1323	6.5268	7.2432
Si	9.3398	7.1831	7.6162
Si	1.5478	9.9254	7.4368
Si	6.8661	9.1996	7.4527
O	10.9855	5.8931	23.3647
O	4.5295	0.0373	23.6809
O	8.0612	8.1825	8.0456
O	2.7165	2.7994	7.8874
O	7.1531	4.0664	23.851
O	1.6767	9.264	24.5209
O	5.2977	5.5872	7.944
O	0.3427	-0.0374	8.0203
O	7.0362	4.2173	9.2306
O	5.7228	9.6635	8.5759
O	10.0139	6.5301	8.9779
O	2.8781	9.6078	8.7633
O	4.3203	0.9333	8.7087
O	1.0261	4.7041	8.6497
O	9.2866	1.3051	9.0467
O	2.9968	7.0522	8.3002
O	7.389	6.2277	22.2297
O	8.8755	2.138	23.5083
O	5.0922	5.498	23.2976
O	3.3208	2.408	23.5781
O	10.9172	-0.2517	23.2251
O	3.7334	7.2107	24.4952
O	1.437	4.0454	24.4948
O	6.7489	9.6531	24.3581
Si	14.6282	1.063	22.7386
Si	-1.288	2.5834	22.1405
Si	0.7137	11.5336	22.0263
Si	11.5919	0.7447	14.9234
Si	5.7359	-0.6732	11.9265
Si	11.644	15.7313	12.6067
Si	9.3506	1.5303	10.6667
Si	5.2657	4.03	19.9617
Si	9.7977	8.0309	13.4607
Si	10.3855	-2.9721	16.4178
Si	10.8033	5.2463	9.6349
Si	-0.2963	5.4459	21.8242
Si	8.5168	-1.2876	11.4342
Si	8.7759	5.0275	13.1647
Si	7.2212	3.521	15.5488
Si	12.2497	6.0361	15.3281
Si	5.676	5.6539	17.3017
Si	4.4112	10.3515	9.2697
Si	13.4016	1.449	18.6625
Si	9.6625	0.7541	19.8191
Si	-1.1239	2.2508	16.9432
Si	12.6088	9.8676	17.1612
Si	5.1556	1.1051	20.0169
Si	3.5677	7.7327	16.3958
Si	13.0118	4.1069	19.9965
Si	-3.6125	9.6585	19.7333
Si	8.3967	7.4352	21.8549
Si	2.5369	2.3989	13.3548
Si	5.6277	-1.4567	14.802
Si	2.8021	7.9881	9.6346
Si	-3.5712	-2.6549	16.9844
Si	0.7914	11.5988	11.9754
Si	6.4836	4.9659	22.657
Si	1.568	-7.1482	17.1763
Si	11.1618	8.7998	10.9519
Si	5.4013	1.3945	14.0497
Si	8.1328	4.0544	10.4229
O	8.135	2.5483	11.0332
O	5.6355	-1.7118	13.1859
O	9.8191	1.54	18.4097
O	3.6718	-6.6646	20.3403
O	-1.3425	8.9243	10.418
O	0.0859	0.1839	20.5691
O	1.1729	7.978	9.9157
O	15.0403	2.3679	13.7901
O	17.905	-1.228	10.9893
O	12.5072	0.1476	18.2489
O	10.9338	6.4231	16.2447
O	10.2816	-2.3613	14.9079
O	7.8938	4.4364	14.381
O	13.2359	12.171	12.2282
O	6.7801	6.7758	16.948
O	11.1033	11.187	13.4428
O	12.9329	4.6599	15.8748
O	19.6747	-0.5264	19.5109
O	0.2891	13.0985	22.2949
O	5.966	0.8069	12.6258
O	5.6702	2.5351	19.3941
O	-1.9726	1.7889	20.889
O	5.1066	0.0908	15.0211
O	7.974	5.057	11.7113
O	12.5328	2.0652	14.6589
O	6.1553	4.143	21.3135
O	1.7548	4.7209	18.5155
O	0.8988	10.2791	11.0442
O	3.8684	0.74	19.0843
O	11.3373	8.8777	17.3655
O	11.477	5.4624	11.1129
O	10.884	12.7792	11.1784
O	3.0186	-1.9952	17.3723
O	6.0622	4.3745	16.3445
O	-2.2487	8.1839	23.2911
O	0.9941	16.8581	13.7463
O	10.1693	4.1525	12.9937
O	5.716	5.1347	18.8515
O	9.5887	4.1856	21.8699
O	4.2182	6.403	17.1095
O	3.9479	7.9679	10.6687
O	4.5162	-0.4193	10.8727
O	7.629	8.4727	20.8369
O	1.8488	2.4422	19.8624
O	8.9546	-2.8944	17.146
O	-1.1503	6.7482	21.2404
O	-2.3308	-1.947	12.9115
O	8.9994	0.2406	11.5623
O	-0.6532	12.0906	15.8193
O	4.6274	8.3784	15.3894
O	8.3698	2.9208	16.5672
O	2.3316	-3.6632	15.4638
O	-4.7396	10.7926	20.1284
O	9.6202	4.1345	9.7371
O	13.4768	2.4663	17.3645
O	2.3262	0.3787	22.1369
O	11.0596	8.1093	12.4195
O	6.5245	2.2696	14.8032
O	-1.7923	6.5507	13.5714
O	-0.0083	3.4276	17.0219
O	11.9987	4.9256	21.0205
O	4.6676	1.4702	21.5239
O	7.0205	-1.7607	15.6454
O	12.5057	-0.3919	15.669
O	6.8047	-1.9191	18.3308
O	12.9262	3.7862	12.6826

Results
free energy: -135731.547 eV
free energy less fixed offsets of O -568.88, Si -635.61 eV per atom: 3.783 eV

Forces (eV/angstrom), in the order of the atoms: element, x, y, z
Si	0.0068	-0.0087	-0.0143
Si	0.0016	-0.001	0.0044
Si	-0.0027	0.0045	-0.0041
Si	0.0001	-0.0014	0.007
Si	-0.0017	-0.0013	0.0141
Si	-0.0098	0.0042	-0.0045
Si	0.0022	0.0019	0.0126
Si	-0.0021	0.0036	0.0002
Si	-0.0008	0.0054	0.0085
Si	-0.0003	0.0011	0
Si	-0.0036	-0.0001	0.0066
Si	0.0062	-0.0036	0.0025
Si	0.0003	-0.0023	-0.0016
Si	0.0048	0.003	0.0063
Si	-0.0017	-0.001	0.0001
Si	-0.0095	0.0022	0.0057
Si	0.0015	-0.0068	-0.0045
Si	-0.0002	-0.0009	-0.0026
Si	-0.0057	0.0046	-0.0059
Si	0.0029	-0.0019	-0.0014
Si	0.0032	0.0054	-0.007
Si	0	-0.0033	-0.0019
Si	0.0058	-0.0024	-0.0026
Si	-0.003	0.0024	-0.0023
Si	0.0892	0.5451	0.1495
Si	-0.0853	0.0816	-0.2348
Si	-0.3216	-0.5574	0.1345
Si	0.1171	0.1707	-0.3764
Si	0.1613	-0.0759	0.4922
Si	-0.6106	-0.0944	0.0532
Si	-0.1985	0.0128	0.06
Si	0.511	0.2319	-0.0622
Si	-0.0201	-0.068	0.0037
Si	0.0599	0.0317	-0.0685
Si	0.0132	0.0087	0.0458
Si	0.0784	0.0116	-0.0487
Si	-0.0805	-0.1562	-0.0549
Si	-0.0915	0.0092	0.0337
Si	0.0787	-0.0117	-0.0297
Si	0.0685	0.0573	0.05
Si	0.058	0.0216	-0.0201
Si	-0.0529	-0.0119	-0.0258
Si	-0.0058	-0.0114	0.0008
Si	-0.014	0.0701	-0.0018
Si	0.0288	0.0271	-0.0397
Si	-0.0324	0.0168	-0.0244
Si	-0.0743	0.0244	-0.0253
Si	0.005	-0.0352	0.0001
Si	0.0519	-0.0427	0.0157
Si	0.004	0.0081	-0.012
Si	-0.0027	-0.0274	0.0293
Si	0.003	-0.0029	0.0271
Si	-0.0047	0.0209	0.0015
Si	0.0397	-0.0289	0.0059
Si	0.0179	0.0163	0.0308
Si	-0.0112	-0.0484	0.0314
Si	-0.126	-0.0288	-0.0314
Si	-0.013	-0.05	0.031
Si	0.1343	0.0819	0.0368
Si	-0.0951	0.0413	-0.043
Si	-0.0321	-0.0045	0.0466
Si	-0.0867	-0.0405	-0.0175
Si	0.0269	-0.0355	-0.0026
Si	0.1024	0.1575	0.0397
Si	-0.288	-0.1696	-0.1549
Si	0.4275	0.2862	0.1303
Si	0.1299	-0.1493	-0.4654
Si	-0.0324	-0.019	0.4542
Si	-0.3332	-0.0199	0.3205
Si	0.2448	-0.2235	-0.5192
Si	-0.2332	0.0186	-0.1011
Si	0.3619	-0.0586	0.0928
Si	0.0207	-0.0032	0.0076
Si	0.0027	-0.0057	-0.0002
Si	-0.0049	-0.0083	0.003
Si	0.0056	0.0006	0.0047
Si	-0.0067	0.0002	0.0048
Si	0.0064	0.0015	0.0091
Si	0.0086	-0.0028	0.0043
Si	-0.0049	0.0046	0.002
Si	-0.0341	-0.0101	-0.0296
Si	0.001	0	-0.0031
Si	-0.0049	0.008	-0.0033
Si	0.0008	0.0079	-0.0015
Si	0.0019	0.0035	-0.0038
Si	-0.0096	0.0013	-0.0017
Si	0.0112	-0.0027	-0.0134
Si	-0.0043	0.0076	-0.0129
Si	0.008	0.0079	0.0342
Si	-0.0039	-0.0073	-0.0069
Si	0.0025	-0.0172	-0.0102
Si	-0.0076	-0.0007	-0.006
Si	0.0169	-0.0104	-0.0002
Si	-0.022	0.006	0.0029
Si	0.0456	0.0104	0.007
Si	-0.0351	0.0297	0.0366
O	-0.0004	0.0004	-0.0067
O	-0.0018	0.0016	-0.0007
O	0.0255	-0.0204	-0.0019
O	-0.0007	0.0069	0.0011
O	-0.0019	0.0024	-0.0027
O	-0.0012	0.0002	0.0015
O	0.0103	-0.013	-0.0036
O	-0.0116	-0.0007	0.0135
O	0.0043	0.0018	0.0125
O	0.0781	0.0338	-0.082
O	0.0107	0.0004	0.0088
O	-0.1216	0.0247	-0.0275
O	-0.0062	0.0162	-0.009
O	-0.0031	0.0079	0.019
O	0.0025	0.0041	0.0103
O	-0.0942	-0.014	0.0313
O	-0.0001	0.0006	-0.0001
O	0.0014	-0.0007	-0.0033
O	0.0014	-0.0002	0.0017
O	-0.0001	-0.0007	0.0004
O	-0.001	0.0025	0.0038
O	0.001	-0.0029	-0.003
O	0.0045	0.0017	-0.0009
O	0.0031	-0.0013	-0.002
Si	0.0003	-0.0009	0.0036
Si	-0.0004	-0.0004	0.0041
Si	0.0006	-0.0004	0.0041
Si	-0.002	0.0061	0.0121
Si	-0.0207	-0.0079	-0.0551
Si	-0.0162	-0.0228	0.0093
Si	-0.0098	0.0001	-0.0131
Si	0.0005	-0.0018	0.006
Si	-0.0164	0	0.0151
Si	-0.0045	0.0027	0.0124
Si	-0.0142	-0.0021	-0.0324
Si	-0.0022	0.0005	0.0051
Si	-0.028	0.0081	-0.0041
Si	-0.0134	-0.0051	-0.0021
Si	-0.0016	-0.0037	0.0045
Si	-0.0031	-0.0049	0.0202
Si	0.0028	-0.0039	0.0071
Si	0.0264	-0.2222	0.0685
Si	0.0022	0.0014	0.0068
Si	-0.0003	0	0.0071
Si	-0.0024	0.0001	0.0075
Si	0.0002	0.0044	0.0094
Si	0.0005	0.0013	0.0057
Si	0.0057	0.0007	0.0177
Si	0.0001	0.0004	0.0073
Si	-0.0001	0.0008	0.0072
Si	0.0009	-0.0006	0.0053
Si	0.0066	-0.0089	0.0093
Si	0.0095	0.0094	-0.0034
Si	0.4202	0.091	-0.0644
Si	-0.0019	0.0008	0.0077
Si	-0.0051	0.0285	0.0085
Si	0.0005	-0.0006	0.0035
Si	0	-0.0042	0.0118
Si	-0.0582	0.0146	-0.0109
Si	0.0113	-0.0028	-0.0076
Si	-0.0145	0.0006	-0.0104
O	0.0037	0.0008	0.0023
O	-0.0047	-0.008	0.0177
O	0.0004	0.0021	-0.0051
O	-0.001	0.0003	-0.0007
O	0.0227	-0.0065	0.007
O	-0.0011	-0.0001	-0.0025
O	0.0349	-0.0139	0.0771
O	-0.0064	0.0041	-0.0015
O	0.023	0.0014	0.0076
O	-0.0008	-0.0027	-0.0037
O	0.0034	-0.0009	-0.0044
O	0.0011	0.0001	-0.005
O	0.002	0.0035	-0.0027
O	-0.0031	-0.0031	-0.0005
O	-0.0004	0.0007	-0.0011
O	0.0006	-0.004	-0.0063
O	-0.0012	0.0073	-0.0075
O	-0.0004	-0.0001	-0.0016
O	-0.0002	-0.0003	-0.0004
O	0.0037	0.0078	0.0144
O	-0.0002	0.0007	-0.0005
O	-0.0002	-0.0014	-0.0023
O	-0.0022	-0.0035	0.0027
O	0.0055	0.001	0.0089
O	0.0003	0.0001	-0.0024
O	-0.0012	-0.0004	-0.0035
O	-0.0006	0.0006	-0.0049
O	0.0146	-0.0302	-0.0042
O	-0.0024	0.0002	-0.0018
O	-0.0002	-0.002	-0.0021
O	0.0193	0.0108	0.0131
O	0.0083	-0.0053	0.0031
O	0.0012	-0.0027	-0.0051
O	-0.0006	0.0006	-0.0016
O	0.0003	-0.0008	-0.0012
O	0.0049	0.0055	-0.0087
O	0.0068	0.0032	-0.0001
O	-0.0007	0.0029	-0.0043
O	0.0002	0.0004	-0.0006
O	-0.0044	0.0047	-0.0047
O	-0.3126	0.0519	-0.1021
O	0.0069	0.0367	0.0733
O	-0.0014	0.0023	-0.003
O	0.0002	-0.0002	-0.0026
O	0.0029	-0.0011	-0.0001
O	0	0.0003	-0.0011
O	0.0114	-0.0043	0.0009
O	0.0097	-0.0032	0.0015
O	0.0032	-0.0014	-0.0046
O	-0.0045	-0.0034	-0.0036
O	0.0002	0.0014	-0.0008
O	-0.0033	0	-0.0101
O	0.0004	-0.0006	-0.0007
O	0.0056	0.0042	0.0025
O	-0.001	0.0023	-0.0028
O	-0.001	0.0002	-0.0006
O	0.0261	-0.0009	-0.0013
O	-0.0008	0.001	0.0009
O	0.0062	0.0062	-0.0015
O	0.0007	0.0016	-0.0012
O	0.0025	-0.0013	-0.0022
O	0.0011	0.0005	-0.0031
O	-0.0028	-0.0013	-0.0016
O	-0.001	-0.0011	-0.0059
O	-0.0009	-0.0013	-0.0045
O	0.0003	0.0121	-0.0043

The program warned: the cutoff lies below the one the program advises for these potential files; the forces do not sum to zero within the program's tolerance; the exchange-correlation potential is rough where the density is thin.
